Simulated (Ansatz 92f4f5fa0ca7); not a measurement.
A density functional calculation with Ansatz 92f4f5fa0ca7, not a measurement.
Periodic cell of 272 atoms, Si165O101B1H5, from a study of silicon, its oxide and their interface. The atomic structure is a simulated model.
Doubt: the cutoff is low for norm-conserving oxygen, so forces and energies are approximate.
Doubt: the program's own warning below bears on the result.

Settings
functional: HSE06
potential files: SPMS norm-conserving
basis: plane waves
wave-function cutoff: 800 eV
density cutoff ratio: 4
exchange-correlation grid ratio: 1
k mesh: 1 x 1 x 1, Gamma-centred
occupations: fixed
spin: none
net charge: 0

Cell vectors (angstrom)
a  11.6015  0  0
b  0  13.3963  0
c  0  0  30.9504

Atoms: element, x, y, z (angstrom)
Si  11.78  -0.0858  24.4638
Si  3.935  -0.0663  24.2686
Si  7.7787  -0.031  24.5118
Si  1.8125  3.3713  24.2556
Si  5.8848  3.2631  24.2389
Si  9.8258  3.2019  24.4039
Si  11.6392  6.7101  24.0034
Si  3.9549  6.629  24.266
Si  7.7946  6.6254  24.2094
Si  2.1658  9.8715  24.0622
Si  5.8826  10.0164  24.1435
Si  9.8477  10.0583  24.1114
Si  11.7024  2.1375  25.2998
Si  3.8494  2.2175  24.8829
Si  7.801  2.2184  25.1477
Si  1.9474  5.6068  24.9646
Si  5.8735  5.5018  25.0108
Si  9.7611  5.5284  24.9208
Si  11.7398  8.8985  24.893
Si  4.022  8.8492  25.0442
Si  7.8653  8.9118  24.8662
Si  2.0821  12.0965  25.0427
Si  5.8394  12.2039  25.1055
Si  9.764  12.2275  25.0557
Si  11.6573  2.1904  27.5912
Si  3.8767  2.2259  27.3065
Si  7.7738  2.2316  27.4794
Si  1.9472  5.5833  27.3577
Si  5.835  5.5388  27.3802
Si  9.7204  5.5682  27.3291
Si  11.6733  8.901  27.3129
Si  3.9366  8.8925  27.4059
Si  7.7954  8.9152  27.2974
Si  2.0071  12.1888  27.4098
Si  5.8307  12.2393  27.4488
Si  9.7226  12.2301  27.4204
Si  2.0078  1.0546  28.1981
Si  5.8065  1.1109  28.1743
Si  9.6884  1.0685  28.2214
Si  11.6302  4.4706  28.198
Si  3.8761  4.4437  28.1606
Si  7.7822  4.4733  28.1921
Si  1.9778  7.8005  28.1794
Si  5.8703  7.7793  28.1655
Si  9.7246  7.8041  28.141
Si  11.6525  11.1145  28.185
Si  3.9194  11.1099  28.2243
Si  7.7758  11.1221  28.1853
Si  1.9336  1.1164  30.5554
Si  5.8008  1.1164  30.5554
Si  9.6679  1.1164  30.5554
Si  0  4.4654  30.5554
Si  3.8672  4.4654  30.5554
Si  7.7343  4.4654  30.5554
Si  1.9336  7.8145  30.5554
Si  5.8008  7.8145  30.5554
Si  9.6679  7.8145  30.5554
Si  0  11.1635  30.5554
Si  3.8672  11.1635  30.5554
Si  7.7343  11.1635  30.5554
Si  0  0  0.3944
Si  3.8672  0  0.3944
Si  7.7343  0  0.3944
Si  1.9336  3.3491  0.3944
Si  5.8008  3.3491  0.3944
Si  9.6679  3.3491  0.3944
Si  0  6.6981  0.3944
Si  3.8672  6.6981  0.3944
Si  7.7343  6.6981  0.3944
Si  1.9336  10.0472  0.3944
Si  5.8008  10.0472  0.3944
Si  9.6679  10.0472  0.3944
Si  11.5432  0.0726  2.7709
Si  3.8541  0.0567  2.7278
Si  7.6715  0.0523  2.7836
Si  1.862  3.3873  2.817
Si  5.7575  3.3825  2.7656
Si  9.6089  3.3609  2.7807
Si  11.6245  6.7387  2.7592
Si  3.816  6.7333  2.7601
Si  7.7513  6.7462  2.7366
Si  1.9068  10.087  2.7455
Si  5.7707  10.0554  2.7474
Si  9.6401  10.104  2.7802
Si  11.5124  2.2856  3.6753
Si  3.8111  2.2793  3.5647
Si  7.6594  2.2833  3.6586
Si  1.9136  5.622  3.6804
Si  5.7853  5.6463  3.4327
Si  9.6907  5.6127  3.488
Si  11.5832  8.9739  3.5463
Si  3.8235  8.9654  3.542
Si  7.7062  8.965  3.5452
Si  1.9072  12.3583  3.4239
Si  5.7369  12.2825  3.522
Si  9.6049  12.3559  3.5815
Si  11.3894  2.3416  6.1199
Si  3.727  2.314  5.9397
Si  7.5365  2.3168  6.0979
Si  1.8842  5.7954  6.1799
Si  5.7393  5.6882  5.7503
Si  9.6751  5.6539  5.8252
Si  11.6949  8.8869  5.9372
Si  3.5988  8.8721  5.93
Si  7.6572  8.9598  5.8992
Si  1.8315  12.4302  5.7337
Si  5.6122  12.2088  5.869
Si  9.5239  12.3516  5.9668
Si  1.7654  1.2261  6.6988
Si  5.5692  1.0205  6.7063
Si  9.4071  1.1727  6.9626
Si  11.4934  4.6085  6.9305
Si  3.9278  4.565  6.7137
Si  7.686  4.6995  6.6064
B  1.8445  7.8437  6.1569
Si  5.6642  7.8682  6.651
Si  9.651  7.871  6.6265
Si  11.5652  11.2435  6.4663
Si  3.5751  11.1551  6.6492
Si  7.586  11.177  6.6399
H  7.5257  11.131  8.1359
H  9.6492  7.842  8.1259
O  11.253  4.6959  8.614
O  9.0834  1.2045  8.642
O  3.2395  11.2116  8.2884
O  5.3595  0.6301  8.3147
O  4.4956  4.4587  8.2877
O  0.2658  11.5744  8.0629
O  5.761  7.8032  8.3235
O  7.8088  5.3704  8.1347
O  1.8374  1.2674  8.3679
H  7.7439  6.5815  22.7086
H  3.9564  -0.1706  22.7749
H  3.9657  6.6573  22.7644
O  2.5034  9.6276  22.4286
O  0.4875  -0.1042  22.8307
O  10.1723  2.8956  22.7889
O  11.6069  6.7885  22.3148
O  6.0467  3.2208  22.5869
O  5.6822  10.0975  22.4751
O  1.2352  3.5318  22.6699
O  10.1002  10.1966  22.4492
O  7.5683  0.0349  22.8737
Si  0.9518  4.4027  14.9138
Si  6.22  8.0435  12.5702
Si  11.4869  7.4308  20.7964
Si  2.406  9.3037  20.8152
Si  9.3134  1.2218  17.657
Si  11.3095  4.7467  19.2726
Si  3.0578  2.3894  14.2128
Si  4.466  0.8107  19.442
Si  8.6867  4.1355  17.6412
Si  8.7403  12.0042  19.2828
Si  4.7392  7.9274  16.5881
Si  8.7857  0.1389  9.8793
Si  4.8257  4.8642  9.8346
Si  -0.1165  3.1166  21.8295
Si  8.2602  0.3677  21.4632
Si  10.7634  10.1587  11.7885
Si  6.2554  2.6082  21.1021
Si  4.4366  9.9484  14.1948
Si  4.1409  3.0434  17.1033
Si  6.0476  11.6444  18.561
Si  10.2998  4.9175  12.7986
Si  1.0878  1.3403  9.8145
Si  9.508  9.7321  20.9897
Si  6.0397  4.7797  18.7563
Si  6.3071  9.7066  21.0161
Si  7.9537  5.1834  9.7372
Si  5.6101  5.9578  14.6408
Si  10.6894  3.8589  9.924
Si  7.6837  0.6782  15.0056
Si  5.0037  12.4061  15.8665
Si  9.6905  12.9918  12.7945
Si  2.0103  12.2354  19.596
Si  4.8979  7.6955  19.4912
Si  4.9855  7.8773  9.7542
Si  2.0336  13.265  16.7525
Si  9.0311  7.4579  11.7835
Si  3.789  2.2116  11.2888
Si  1.0005  13.2763  14.0392
Si  1.9799  10.7065  12.4655
Si  11.2257  11.9762  9.4742
Si  5.5778  0.009  9.8039
Si  3.0567  5.5801  16.2045
Si  11.4981  0.2584  21.3698
Si  0.5759  2.5699  17.386
Si  3.7265  10.8214  9.7943
Si  7.9967  3.7958  14.5879
O  7.7917  12.5319  20.5118
O  6.2409  0.0346  15.4828
O  1.7319  12.1919  13.0814
O  6.001  8.1545  20.5942
O  0.4208  13.2632  10.1168
O  5.9263  7.0438  15.8502
O  7.5458  5.1449  18.2446
O  4.1203  1.9083  18.2762
O  11.3615  10.6475  10.3656
O  5.3351  11.38  17.1115
O  5.0309  1.578  20.7644
O  3.157  13.3607  19.9297
O  7.6434  11.4163  18.2296
O  3.4512  6.9665  16.9433
O  4.2615  6.4142  10.0366
O  9.8805  11.373  12.4879
O  9.8775  0.2089  21.4915
O  9.4218  13.3463  18.6727
O  1.7911  12.23  17.9837
O  6.0344  8.1195  10.9636
O  2.5811  10.9618  10.9537
O  5.6181  13.1966  18.8833
O  10.8444  1.6946  17.5868
O  4.7555  11.5016  14.5377
O  0.7773  3.6812  18.5959
O  5.4723  6.7401  13.2109
O  10.0642  4.7604  18.2316
O  0.5643  9.8647  12.5995
O  5.6742  9.3895  13.2958
O  11.7275  6.3054  19.6113
O  1.7529  1.4321  17.2294
O  3.0575  9.8549  13.3396
O  1.9507  1.1948  14.1212
O  9.9753  6.4958  12.6647
O  7.1881  -0.1058  10.0685
O  8.9841  4.0574  13.2935
O  7.6993  1.8246  20.9717
O  4.0436  9.2079  9.7596
O  0.969  8.6108  20.5622
O  9.6048  12.2168  9.3538
O  5.1931  8.4624  18.057
O  9.0292  3.939  9.9308
O  7.9069  9.713  21.1573
O  9.8774  8.8244  11.4714
O  11.0342  4.4296  11.4172
O  -0.1634  2.403  9.838
O  6.718  4.7965  14.4814
O  5.6746  10.6839  19.8447
O  3.4839  8.2275  20.1655
O  8.714  0.6495  16.2663
O  9.3732  0.4342  11.399
O  4.0088  2.2581  12.907
O  6.4308  4.8125  10.2454
O  6.1774  3.8549  20.0776
O  7.8214  7.9172  12.7725
O  8.5137  6.5613  10.4785
O  8.4123  -0.1782  13.8038
O  0.9715  12.7734  15.6015
O  3.0076  4.2407  17.1707
O  4.0699  3.7328  10.7383
O  10.0527  8.2309  20.6156
O  9.7994  10.8586  19.8072
O  11.0813  0.1683  13.4815
O  4.2633  9.1009  15.5764
O  1.5449  5.7441  15.6359
O  11.37  4.8602  13.9733
O  4.8719  1.0984  10.7893
O  8.4603  2.5607  18.1216
O  5.1222  6.0811  19.1947
O  2.485  10.7436  20.0459
O  4.0058  2.4254  15.5758
O  0.2785  1.7847  20.9706
O  3.595  13.1627  16.241
O  8.7543  4.1345  16.0029
O  5.4902  3.9216  17.456
O  2.1647  3.7398  14.0601
O  0.3722  3.3306  15.9736
O  0.5979  12.6413  20.3131
O  7.4783  2.2416  14.544
O  4.9565  11.8963  10.0761
O  2.2489  1.7514  10.8992
O  4.1552  5.3254  15.0078
O  10.9562  4.2069  20.7626

Results
free energy: -64093.491 eV
free energy less fixed offsets of B -77.42, H -15.86, O -447.96, Si -113.29 eV per atom: 0.039 eV
gap between the highest filled and lowest empty level on this k mesh: 1.169 eV

The program warned: the cutoff lies below the one the program advises for these potential files; the model core charge is not resolved on the grid; the forces do not sum to zero within the program's tolerance; the exchange-correlation potential is rough where the density is thin.
